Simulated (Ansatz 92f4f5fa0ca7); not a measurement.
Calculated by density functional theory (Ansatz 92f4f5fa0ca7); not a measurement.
Periodic cell of 273 atoms, Si165O106As2, from a study of silicon, its oxide and their interface. The atomic structure is a simulated model.
This geometry differs little from another in the collection (a relaxation step or a small displacement).

Settings
functional: PBE
potential files: Ansatz PAW
basis: plane waves
wave-function cutoff: 700 eV
density cutoff ratio: 5
exchange-correlation grid ratio: 1
k mesh: 2 x 2 x 1, shifted by 0.5 0.5 0.5 of a step
self-consistency stop: 5e-08 eV per atom in the density residual
occupations: fixed
spin: none
net charge: 0

Cell vectors (angstrom)
a 11.6015 0 0
b 0 13.3963 0
c 0 0 29.8085

Atoms: element, x, y, z (angstrom)
Si 11.5482 0.1819 22.9197
Si 3.9125 0.1546 23.0319
Si 7.6691 0.1211 23.1442
Si 2.0638 3.4544 22.8903
Si 5.8989 3.6806 23.0093
Si 9.7578 3.5328 23.0363
Si 11.6577 6.8584 23.0642
Si 3.9545 7.0333 23.1788
Si 7.7852 6.8897 23.2643
Si 2.0344 10.237 23.2464
Si 5.8579 10.0952 23.2916
Si 9.8448 10.0873 23.2241
Si 11.694 2.3871 23.7616
Si 3.9929 2.4028 23.7608
Si 7.7865 2.4108 23.7794
Si 2.027 5.7068 23.6982
Si 5.8256 5.8027 23.9896
Si 9.7364 5.7261 23.9
Si 11.7522 9.024 24.0208
Si 3.9046 9.1333 24.1737
Si 7.8496 9.0906 24.0274
Si 1.9122 12.5056 23.8058
Si 5.7756 12.3723 23.9209
Si 9.6796 12.3951 23.7913
Si 11.6398 2.2921 26.1715
Si 3.9097 2.3043 26.1749
Si 7.7562 2.309 26.1861
Si 1.9722 5.6195 26.1426
Si 5.8101 5.6563 26.3223
Si 9.7037 5.6332 26.2656
Si 11.663 8.9739 26.3469
Si 3.8821 9.0101 26.4611
Si 7.7896 9.0045 26.3533
Si 1.9217 12.3827 26.2061
Si 5.796 12.3289 26.2806
Si 9.683 12.345 26.1945
Si 1.9622 1.1932 27.019
Si 5.8248 1.1803 27.021
Si 9.6925 1.1802 27.0028
Si 11.6439 4.5046 27.0133
Si 3.8756 4.5073 27.0353
Si 7.753 4.515 27.0448
Si 1.9613 7.8091 27.0772
Si 5.8431 7.8785 27.0915
Si 9.7121 7.8518 27.074
Si 11.612 11.2347 27.0385
Si 3.8442 11.2657 27.0758
Si 7.7576 11.2417 27.0584
Si 1.9336 1.1164 29.4135
Si 5.8008 1.1164 29.4135
Si 9.6679 1.1164 29.4135
Si 0 4.4654 29.4135
Si 3.8672 4.4654 29.4135
Si 7.7343 4.4654 29.4135
Si 1.9336 7.8145 29.4135
Si 5.8008 7.8145 29.4135
Si 9.6679 7.8145 29.4135
Si 0 11.1635 29.4135
Si 3.8672 11.1635 29.4135
Si 7.7343 11.1635 29.4135
Si 0 0 0.3944
Si 3.8672 0 0.3944
Si 7.7343 0 0.3944
Si 1.9336 3.3491 0.3944
Si 5.8008 3.3491 0.3944
Si 9.6679 3.3491 0.3944
Si 0 6.6981 0.3944
Si 3.8672 6.6981 0.3944
Si 7.7343 6.6981 0.3944
Si 1.9336 10.0472 0.3944
Si 5.8008 10.0472 0.3944
Si 9.6679 10.0472 0.3944
Si 11.5331 -0.0508 2.7527
Si 3.8379 -0.0667 2.7541
Si 7.667 -0.0925 2.7221
Si 1.9357 3.2547 2.7535
Si 5.7457 3.2715 2.8117
Si 9.5837 3.2987 2.7725
Si 11.5667 6.6214 2.763
Si 3.8692 6.631 2.7495
Si 7.7225 6.6564 2.7818
Si 1.914 9.9917 2.7568
Si 5.815 10.0498 2.7383
Si 9.6706 9.9705 2.759
Si 11.546 2.201 3.4565
Si 3.8271 2.1009 3.6793
Si 7.6574 2.0907 3.5786
Si 1.9088 5.4917 3.4835
Si 5.7989 5.5236 3.5866
Si 9.6353 5.5174 3.6271
Si 11.6015 8.8525 3.5712
Si 3.8922 8.8881 3.4502
Si 7.7249 8.8993 3.5766
Si 1.8663 12.2279 3.5334
As 5.7601 12.2389 3.7723
Si 9.5925 12.1865 3.5355
Si 11.4594 2.1563 5.7767
Si 3.7363 1.963 6.1235
Si 7.5624 1.8905 5.9586
Si 1.8776 5.3744 5.8194
Si 5.7889 5.441 5.9674
Si 9.589 5.4172 6.0337
Si 11.6195 8.7636 5.9492
Si 3.9086 8.7834 5.7708
Si 7.7385 8.8239 5.9604
Si 1.7426 12.1598 5.9
As 5.5678 11.9527 7.3749
Si 9.5141 12.0955 5.9061
Si 1.6067 0.9586 6.7531
Si 5.654 0.9335 7.173
Si 9.6204 0.9241 6.6175
Si 11.559 4.3086 6.7438
Si 3.8205 4.2765 6.5907
Si 7.665 4.1242 6.6502
Si 2.0244 7.6026 6.5273
Si 5.8126 7.7214 6.7369
Si 9.6827 7.6916 6.7526
Si 11.4162 10.963 6.7995
Si 3.5464 10.8953 6.7273
Si 7.7273 10.9506 7.016
O 9.881 7.8918 8.4109
O 9.8881 0.8231 8.266
O 1.0167 0.8912 8.3397
O 2.7873 10.5049 8.1649
O 5.8098 7.9346 8.395
O 5.6872 1.2713 8.8367
O 3.7574 4.3092 8.2377
O 7.6485 3.7104 8.282
O 0.0597 4.2587 8.4157
O 11.1846 10.939 8.4586
O 8.2115 10.7465 8.6278
O 2.3787 7.4567 8.1276
O 11.4204 0.2059 21.2425
O 9.765 3.6374 21.3731
O 4.1425 7.5398 21.5912
O 5.9996 4.1637 21.3953
O 5.7492 9.7512 21.657
O 2.1324 3.3787 21.2097
O 7.368 13.4531 21.5035
O 4.0109 0.1552 21.3694
O 7.7033 6.9801 21.6186
O 2.1231 10.1744 21.5977
O 11.5311 6.9699 21.4029
O 10.1716 9.6594 21.6343
Si 11.5715 6.4354 11.3082
Si 1.5784 10.3599 16.2578
Si 0.2293 3.6751 9.9343
Si 8.0874 12.8591 20.1769
Si 2.7472 10.438 9.7858
Si 2.5703 10.3907 20.0553
Si 10.3521 3.6952 19.8524
Si 0.2762 12.796 17.1207
Si 10.8259 0.6954 19.7901
Si 3.1592 7.7409 16.2409
Si 0.3216 6.4846 19.9012
Si 9.4101 2.5465 14.3446
Si 2.9196 2.5369 11.0686
Si 5.1406 11.9894 15.3589
Si 4.9393 8.6746 20.7121
Si 3.6012 -0.4224 11.2791
Si 5.5883 8.8844 14.815
Si -0.1967 11.3015 10.0457
Si 9.452 10.0122 20.2166
Si 3.4531 0.05 19.8385
Si 7.4596 4.6978 9.5578
Si 2.3709 12.3539 14.1605
Si 6.2403 0.593 10.2462
Si 2.7823 2.8964 19.7718
Si 5.7247 4.4813 13.7091
Si 7.4819 0.224 15.6167
Si 9.6141 11.3447 15.2606
Si 1.9824 6.5567 13.5621
Si 2.8554 3.5289 14.0388
Si 11.6983 9.1676 18.4111
Si 11.2158 0.8599 9.2247
Si 9.1143 7.312 9.7304
Si 8.6878 8.5536 14.643
Si 4.7703 7.1722 12.3722
Si 2.9674 5.622 18.762
Si 2.5281 7.3846 9.7279
Si 6.2611 8.4434 9.881
Si 4.326 4.7516 9.6778
Si 9.3543 10.4751 12.3502
Si 5.941 13.0458 17.9711
Si 7.9739 4.9163 18.4039
Si 8.3147 5.424 15.2597
Si 7.3616 11.0799 10.015
Si 5.3767 4.1923 19.8825
Si 0.8072 1.4919 15.0712
Si 7.5476 7.5228 20.1042
Si 7.6688 2.8341 11.9366
O 3.4461 6.0683 10.1195
O 1.9679 2.6589 15.1093
O -0.3852 12.9336 10.1987
O 8.3678 8.8857 19.8359
O 2.4081 1.3071 19.527
O 8.1349 5.3208 16.8558
O 2.7426 11.9799 19.7072
O 7.1565 8.7451 15.1617
O 1.2935 0.1918 14.1902
O 4.4142 3.8431 14.4894
O 4.2497 3.418 10.6494
O 10.9728 2.0943 14.5438
O 11.3757 4.8266 11.0073
O 10.8551 12.0204 16.0859
O 8.9665 6.9131 14.8448
O 1.7823 3.3446 10.2517
O 8.4575 5.9225 9.2173
O 11.1551 2.2918 19.5423
O 5.3897 7.6094 10.9448
O 11.4133 7.5908 18.7877
O 7.8625 8.2415 10.1883
O 10.1271 7.1385 10.9972
O 9.2319 4.1252 14.8046
O 8.8175 11.4626 20.5218
O 10.5194 10.5092 11.1864
O 8.3703 12.2546 15.8053
O 4.4254 2.871 19.8228
O 4.6504 0.2362 18.7502
O 10.4696 10.089 18.9535
O 6.787 0.7118 17.035
O 0.5101 6.7388 12.8397
O 1.039 7.1175 10.302
O 3.1359 7.1829 12.5736
O 3.945 9.5523 19.7697
O 6.7987 5.2436 14.667
O 0.6114 0.9055 16.5806
O 1.5696 11.7727 17.1236
O 5.3867 8.3179 13.3215
O 2.9528 12.3463 12.6373
O 6.4616 3.2342 12.964
O 2.8001 9.3122 16.5939
O 5.9978 7.8901 19.7532
O 1.9435 6.3872 19.7729
O 1.4404 9.687 19.1488
O 9.464 9.7202 15.5457
O 3.0793 8.8759 10.2123
O 9.0238 9.0133 13.0814
O 2.1443 7.2944 15.0167
O 9.1282 3.8412 18.7969
O 4.7305 7.8925 15.8048
O 7.2585 1.5976 10.9917
O 8.1263 6.3311 19.183
O 5.9025 5.1622 9.6247
O 6.9827 -0.9174 19.0675
O 11.0574 2.2394 10.1095
O 9.024 2.4657 12.7601
O 9.7298 11.4899 13.6081
O 6.5579 4.1865 18.7657
O 6.0621 10.064 10.0312
O 1.2977 10.8019 10.4104
O 5.1771 10.4666 14.7752
O 1.6943 10.9089 14.6788
O 11.392 13.0693 18.6482
O 5.4325 11.8601 16.967
O 8.0492 10.9405 11.4934
O 11.2971 5.0059 19.6288
O 8.3821 1.4869 15.097
O 2.4206 4.0429 18.6149
O 3.6904 11.6794 10.2865
O 9.1933 0.5653 19.7123
O 2.8049 2.6315 12.6836
O 3.6586 12.6319 15.128
O 7.9795 4.1012 10.9672
O 5.123 0.1701 11.3698
O 4.4207 5.4827 19.5084
O 6.222 13.058 14.6919
O 3.0565 6.564 17.4018
O 2.8068 0.927 10.7307
O 0.2959 9.447 16.7981
O 5.2332 5.6319 12.66
O 2.1341 4.9569 13.7864
O 7.064 12.6597 9.8585

Results
free energy: -174909.871 eV
free energy less fixed offsets of As -4857.07, O -569.03, Si -635.61 eV per atom: -2.901 eV

Forces (eV/angstrom), in the order of the atoms: element, x, y, z
Si -0.0145 -0.0164 -0.0686
Si 0.043 -0.0136 -0.0551
Si -0.0224 0.0052 -0.0474
Si 0.014 -0.0187 -0.0578
Si -0.0027 0.0083 -0.0753
Si -0.0136 -0.0091 -0.0553
Si -0.0127 -0.0073 -0.051
Si 0.0356 0.0152 -0.0662
Si -0.006 -0.0141 -0.0488
Si -0.017 0.0002 -0.0494
Si -0.0391 -0.0276 -0.0499
Si 0.0258 -0.0153 -0.049
Si -0.0122 0.0043 0.0081
Si 0.0086 0.0024 0.0084
Si -0.0278 -0.0116 -0.0025
Si 0.0154 0.0101 0.0521
Si -0.0058 -0.0094 -0.0321
Si 0.0111 0.0044 -0.0055
Si 0.028 0.0041 -0.0015
Si -0.0343 0.0028 -0.0274
Si 0.0079 0.0272 0.017
Si 0.0044 -0.0003 0.021
Si -0.0058 0.0103 -0.0113
Si 0.0061 -0.0008 0.0127
Si -0.0066 0.0007 -0.0219
Si 0.0043 0.0081 -0.028
Si -0.0085 0.0112 -0.0258
Si 0.0146 0.0175 -0.0301
Si 0.0005 0.0053 -0.0145
Si -0.0003 0.0057 -0.0138
Si 0.0044 0.0302 -0.0011
Si -0.0238 0.0167 -0.0006
Si -0.0087 0.0204 -0.0089
Si 0.0013 0.003 -0.028
Si 0.0035 0.0112 -0.0127
Si 0.0154 0.0117 -0.02
Si 0.0005 0.0144 0.0031
Si -0.0011 -0.0055 0.0046
Si 0.0079 0.0061 0.0006
Si 0.0089 0.0053 0.0182
Si -0.0188 -0.0031 0.0004
Si 0.0144 -0.001 -0.0092
Si -0.0019 -0.015 -0.0068
Si 0.025 -0.0062 -0.0156
Si -0.0041 -0.012 -0.0034
Si 0.0011 -0.0097 0.0036
Si -0.0061 0.0035 -0.0071
Si 0.0127 0.0032 -0.0047
Si 0.0744 0.1864 -0.2057
Si 0.0456 0.1495 -0.1686
Si 0.0517 0.0977 -0.2912
Si 0.1288 0.0832 -0.1334
Si -0.0859 0.0532 -0.1207
Si 0.0983 0.0398 0.0066
Si 0.0107 -0.1599 0.2892
Si 0.0942 0.0376 0.405
Si 0.0791 0.0101 0.1714
Si 0.017 0.1788 -0.077
Si -0.0906 0.2848 0.2435
Si 0.0434 0.2094 0.014
Si -0.1273 -0.1284 -0.1011
Si -0.0778 -0.1008 0.0238
Si -0.0413 -0.1483 -0.2756
Si 0.1248 -0.2159 -0.0206
Si -0.1291 -0.1548 0.2999
Si -0.227 -0.0464 0.042
Si -0.1197 -0.0476 0.0831
Si 0.0146 -0.1443 -0.0584
Si 0.001 -0.0413 0.1834
Si -0.0497 -0.0346 -0.0891
Si 0.1117 -0.0209 -0.1828
Si -0.0139 -0.1458 -0.0348
Si -0.004 0.0105 -0.0037
Si 0.0459 -0.0145 0.0126
Si -0.044 -0.0039 0.0041
Si 0.0352 0.008 0.0082
Si -0.0077 0.0087 -0.0219
Si -0.0347 -0.0041 -0.0016
Si -0.0124 0.0082 0.0065
Si 0.0119 -0.0066 0.0146
Si -0.0034 -0.0003 -0.007
Si -0.0257 0.0053 0.0004
Si 0.007 0.0133 0.0005
Si -0.0007 0.0059 -0.0127
Si -0.0037 -0.0117 -0.0052
Si 0.0086 0.0038 0.0223
Si 0.0043 0.0144 0.0175
Si -0.0115 -0.0099 0.0139
Si 0.0026 -0.0187 0.0136
Si 0.0035 -0.0146 0.0217
Si 0.0026 -0.0145 0.0154
Si -0.0017 -0.0154 0.0013
Si -0.0159 -0.027 0.0149
Si 0.0026 -0.0256 0.0489
As 0.0212 -0.0004 -0.0307
Si 0.0011 -0.0299 0.0713
Si -0.0154 -0.0499 0.0312
Si -0.0307 0.0194 -0.036
Si 0.021 0.0457 -0.0083
Si -0.0402 0.0309 -0.0003
Si 0.0249 0.0305 0.0062
Si 0.0389 0.0308 -0.0277
Si 0.0165 -0.0056 -0.0087
Si 0.0243 -0.0049 0.0199
Si -0.0201 -0.0031 -0.0192
Si -0.0684 -0.0315 0.0552
As -0.0468 0.047 -0.1654
Si 0.0644 -0.0146 0.0245
Si -0.095 0.0127 0.0501
Si 0.0107 -0.0311 0.0641
Si 0.0539 -0.0056 0.0513
Si 0.005 0.0201 0.0759
Si 0.0094 -0.0199 0.0425
Si -0.0189 -0.0472 0.0583
Si 0.0185 -0.0067 0.0633
Si -0.0047 -0.0153 0.035
Si 0.0451 -0.0041 0.052
Si 0.0061 0.1079 0.0208
Si -0.0238 0.0305 0.0874
Si 0.0477 0.025 0.092
O -0.0381 -0.0231 -0.0042
O 0.0287 -0.0006 -0.0326
O -0.0001 -0.0151 0.0073
O 0.0073 -0.0661 0.0722
O -0.0012 0.0031 -0.0325
O 0.0225 -0.0039 -0.0241
O 0.0233 -0.0039 -0.0134
O -0.0098 0.0075 -0.0227
O -0.0086 -0.0165 -0.0161
O 0.0079 -0.0058 -0.02
O -0.0176 -0.0428 0.0344
O -0.0339 -0.0165 0.0042
O -0.0009 0.0161 0.009
O 0.0119 0.0071 -0.0024
O -0.0001 0.0063 0.019
O -0.0085 -0.0055 0.0158
O -0.0043 0.0004 -0.0052
O 0.0057 0.0057 0.0012
O 0.0385 0.004 -0.0038
O -0.0137 0.0139 0.0023
O 0.0004 0.0169 0.0124
O -0.0013 0.0133 0.026
O 0.0248 -0.0012 -0.0013
O -0.0412 0.0173 -0.011
Si -0.0032 0.0065 0.0053
Si 0.0025 0.0024 -0.0061
Si -0.0009 -0.0075 0.0193
Si 0.0029 -0.0028 0.0051
Si 0.009 0.0103 -0.0259
Si 0.0028 0.0062 -0.0224
Si 0.0015 -0.0032 -0.003
Si 0.0035 0.0012 -0.0022
Si -0.0004 0.0054 -0.0128
Si 0.0008 -0.0009 -0.0017
Si -0.0007 0.0038 -0.0052
Si 0.002 0.0001 -0.0044
Si 0.0048 -0.0099 0.0004
Si -0.0002 0.0005 -0.0042
Si 0.0061 0.006 -0.0021
Si 0.011 -0.0085 -0.0134
Si 0.0017 -0.0011 -0.0018
Si -0.0015 0.0012 0.0207
Si -0.0007 0.0061 0.0045
Si -0.001 0.0016 -0.0103
Si -0.0023 0.0082 0.0065
Si 0.0019 -0.0023 -0.0099
Si 0.0006 -0.0392 -0.0044
Si 0.0013 -0.0017 -0.0088
Si 0.0012 -0.0005 0.0002
Si -0.0043 0.0021 -0.001
Si 0.0018 0.0003 -0.0062
Si -0.0045 0.003 0.0005
Si -0.0001 -0.0024 0.0033
Si -0.0061 0.0007 -0.0068
Si 0.0086 -0.0102 0.0146
Si -0.0012 0.0033 0.0084
Si 0.0033 0.0006 -0.0033
Si 0.0013 0.0034 -0.0039
Si -0.0017 0.0048 -0.0033
Si -0.0005 0.0109 0.0023
Si 0.0014 0.0204 0.0265
Si 0.0065 0.0011 0.011
Si -0.0053 0.0008 -0.006
Si 0.0036 -0.0011 -0.0034
Si 0.0019 0.0004 -0.0075
Si 0.0024 0.0034 -0.0021
Si -0.0063 0.0252 -0.0167
Si 0.0011 -0.0011 -0.0055
Si 0.0006 -0.0002 -0.0006
Si 0.0035 0.0063 -0.009
Si 0.0017 -0.0053 -0.0017
O 0.0013 -0.0004 -0.0078
O -0.015 -0.0088 -0.0131
O 0.0035 -0.0109 -0.0264
O 0.0071 -0.0077 0.0155
O 0.0192 -0.0065 0.0225
O 0.0039 -0.0086 -0.0028
O 0.0141 -0.0071 0.0162
O -0.0155 -0.0021 -0.0072
O 0.0087 0.008 0.0172
O -0.0079 0.0109 -0.0267
O 0.0078 0.0134 -0.0026
O -0.0008 -0.0043 0.0077
O 0.0145 0.0134 -0.0221
O 0.0046 0.0105 -0.0008
O -0.0151 -0.0074 0.0045
O -0.0209 -0.0051 0.0016
O -0.0037 0.0086 0.0151
O -0.0229 0.0009 0.02
O 0.0058 0.0067 -0.0151
O 0.0193 0.0112 0.0211
O 0.0013 -0.0298 -0.0149
O 0.0053 -0.0129 -0.0237
O -0.0177 -0.0043 -0.0009
O -0.0031 0.0073 -0.0201
O 0.0013 0.0175 0.0062
O -0.0021 0.0087 -0.0091
O -0.018 0.0306 0.0017
O -0.0049 -0.0213 0.0098
O 0.0145 -0.0147 0.0076
O -0.0013 -0.0285 -0.0111
O 0.0177 -0.0046 -0.0191
O 0.0054 -0.01 0.0165
O -0.0014 -0.019 0.0214
O -0.0117 0.0016 0.0332
O 0.015 -0.0133 -0.0105
O -0.0036 -0.0111 -0.0253
O -0.0222 -0.0057 -0.0122
O -0.009 -0.0067 0.0213
O -0.0044 0.0126 0.0102
O 0.0118 0.0204 -0.0079
O -0.0043 0.0018 -0.0235
O 0.0059 0.0087 0.0336
O -0.0087 -0.0193 -0.0164
O -0.0108 -0.0004 0.0121
O 0.0025 0.0224 -0.0168
O -0.0162 -0.0112 -0.0191
O -0.003 0.0208 0.0165
O 0.0214 -0.0041 -0.0008
O 0.0013 0.019 0.0165
O -0.0029 0.0038 -0.01
O -0.0082 0.0156 0.005
O -0.014 -0.0075 0.0045
O 0.0048 -0.0187 0.0006
O -0.0074 0.0204 -0.0057
O 0.0172 0.0025 -0.0264
O -0.022 0.0131 0.0188
O -0.011 -0.0267 0.014
O 0.0038 0.013 0.019
O 0.0227 -0.0357 -0.008
O -0.0003 0.0011 -0.0167
O 0.0044 0.0007 0.0128
O 0.0174 0.0165 0.0189
O -0.0002 0.0059 0.0096
O 0.0071 0.0315 -0.0149
O 0.0033 -0.0111 0.0159
O -0.0004 0.0052 0.0108
O 0.0138 -0.0019 -0.0003
O 0.015 0.0135 0.032
O -0.0163 0.0029 0.0099
O 0.0145 -0.0203 0.0138
O 0.0063 0.021 -0.003
O 0.0077 -0.0188 -0.0135
O -0.02 -0.0105 -0.0056
O 0.0057 -0.0025 -0.0087
O -0.0132 -0.0267 -0.0134
O -0.0141 -0.0093 0.0336
O 0.0033 -0.0001 0.0007
O -0.0076 0.0125 0.0151
O 0.0014 0.0099 0.033
O -0.0048 -0.0013 0.0042
O 0.0149 0.0006 0
O 0.0108 0.0219 0.0298

The program warned: the cutoff lies below the one the program advises for these potential files; the forces do not sum to zero within the program's tolerance; the exchange-correlation potential is rough where the density is thin.
